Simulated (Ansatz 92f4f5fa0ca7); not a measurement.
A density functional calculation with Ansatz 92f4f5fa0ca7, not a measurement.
Periodic cell of 149 atoms, Si88O55N6, from a study of silicon, its oxide and their interface. The atomic structure is a simulated model.

Settings
functional: r2SCAN
potential files: Ansatz norm-conserving
basis: plane waves
wave-function cutoff: 1300 eV
density cutoff ratio: 4
exchange-correlation grid ratio: 1
k mesh: 2 x 2 x 1, shifted by 0.5 0.5 0.5 of a step
self-consistency stop: 5e-08 eV per atom in the density residual
occupations: Fermi-Dirac, 0.05 eV
spin: none
net charge: 0

Cell vectors (angstrom)
a, 10.88, 0, 0
b, 0, 10.88, 0
c, 0, 0, 20.9377

Atoms: element, x, y, z (angstrom)
Si, 0.7312, -0.4002, 0.1976
Si, 3.1866, 2.0115, 0.0653
Si, -0.3924, 6.2097, -0.2221
Si, 2.2518, 8.7079, -0.1435
Si, 4.6646, 0.2121, -0.1894
Si, 8.1796, 3.2446, -0.6464
Si, 6.2259, 5.7521, -0.4795
Si, 8.8695, 7.7347, 0.206
Si, 1.6534, 1.1328, 1.5525
Si, 4.0512, 3.9189, 1.0652
Si, 1.4348, 6.8609, 1.1434
Si, 4.1008, 9.3663, 1.2331
Si, 6.8819, 1.2652, 1.3112
Si, 9.848, 4.232, 0.8102
Si, 7.0457, 6.7811, 1.4723
Si, 9.6781, 9.5527, 1.2028
Si, 0.133, 2.7448, 2.31
Si, 2.8774, -0.1408, 2.8643
Si, 0.0975, 8.0856, 2.6318
Si, 2.5829, 5.2097, 2.3938
Si, 5.5366, 2.7482, 2.6255
Si, 8.3004, 0.0119, 2.6327
Si, 5.4585, 8.0314, 2.4902
Si, 8.551, 5.312, 2.4588
Si, 1.3215, 4.0432, 3.9523
Si, 4.1578, 1.4048, 3.9639
Si, 1.5125, 9.3024, 4.0581
Si, 3.8659, 6.5859, 3.7641
Si, 6.9727, 4.1216, 3.7956
Si, 9.6846, 1.2867, 3.7806
Si, 6.8904, 9.421, 3.9442
Si, 9.6643, 6.6836, 4.0806
Si, -0.0948, -0.2989, 5.0858
Si, 2.6553, 2.6794, 5.4062
Si, 0.1225, 5.421, 5.4492
Si, 2.8382, 7.9457, 5.2612
Si, 5.3406, -0.092, 5.1783
Si, 8.1259, 2.565, 5.264
Si, 5.3012, 5.2157, 5.1891
Si, 8.107, 7.9229, 5.4182
Si, 1.1805, 1.1945, 6.4974
Si, 3.957, 4.0841, 6.799
Si, 1.5248, 6.7571, 6.8026
Si, 3.9414, 9.4239, 6.7307
Si, 6.762, 1.1842, 6.4456
Si, 9.5513, 4.1109, 6.7134
Si, 6.4912, 6.7151, 6.8005
Si, 9.3908, 9.3789, 6.801
Si, -0.2755, 2.4121, 7.9142
Si, 2.3322, 0.1254, 8.0053
Si, 0.4522, 8.3865, 8.2157
Si, 2.9866, 5.4662, 8.5002
Si, 5.5298, 2.6814, 7.7816
Si, 8.021, -0.0516, 8.0756
Si, 5.0567, 7.9662, 8.1926
Si, 6.9044, 3.7468, 9.6079
Si, 1.7248, 3.9391, 9.9964
Si, 3.3675, 1.4248, 9.5589
Si, 0.7452, 10.3379, 9.6258
Si, 4.6453, 6.5043, 10.8132
Si, 7.7122, 5.6742, 8.5526
Si, 9.239, 1.3226, 9.425
Si, 6.549, 9.6043, 9.3523
Si, 7.525, 7.4323, 9.9843
Si, -5.9884, -4.3924, 13.8601
Si, 4.6826, 1.4115, 13.2809
Si, -3.2331, 3.3692, 14.4487
Si, 5.3718, 10.6726, 11.2412
Si, 6.4794, 8.888, 13.5065
Si, 10.5211, 0.2985, 12.1657
Si, 0.3012, 7.0504, 12.9319
Si, -1.4758, -3.3255, 18.3413
Si, 13.2956, 0.1757, 11.8794
Si, 9.5147, 9.0125, 13.951
Si, 1.8831, 8.1756, 11.0796
Si, 15.7547, 8.6502, 15.8548
Si, -1.115, 13.543, 13.6693
Si, 0.1752, 4.6194, 11.6428
Si, 10.784, 1.7487, 16.1883
Si, 6.2229, 1.9751, 15.6903
Si, 5.2917, 14.9327, 12.327
Si, 6.582, 6.8577, 17.8866
Si, -2.6128, 1.4132, 17.5323
Si, 5.94, 4.6645, 16.0488
Si, 1.4213, 12.2772, 18.7488
Si, 3.3738, 9.9265, 18.278
Si, 9.8814, 9.997, 16.7722
Si, 10.2215, 7.1066, 10.938
O, 2.2777, 2.4508, -1.3621
O, 0.3568, 0.5735, 19.6458
O, 6.79, 0.9897, 16.9104
O, 4.6255, -0.3012, 19.165
O, -0.4494, 6.5024, 19.061
O, -1.7899, 9.6673, 15.3968
O, 4.7712, 15.9504, 20.858
O, 2.7694, 8.6428, 19.0989
O, 2.2248, 0.151, 17.9794
O, 8.1941, 2.3497, -2.1033
O, 6.2779, 0.3541, 0.0021
O, 10.3042, 8.4622, 17.2811
O, 7.5666, 2.5508, 21.5536
O, 8.7462, 8.3686, 19.5501
O, 16.9101, 6.9682, -1.5235
O, 2.8787, 2.7805, 10.2829
O, 4.7895, 1.6258, 8.7488
O, 5.4306, 3.2041, 16.4907
N, 3.7099, 0.254, 10.8181
O, 3.4167, 7.6683, 10.783
N, 1.5395, 9.8119, 11.0516
O, 8.1346, 2.5878, 9.9898
N, 4.4978, 6.2445, 9.1119
N, 10.3102, 0.3561, 10.3598
O, 11.4743, 3.5312, 8.8592
O, 3.3218, 11.3471, 13.2061
N, 4.4789, 16.5589, 12.4192
N, 11.4915, 7.7303, 9.9372
O, 8.8286, 7.8735, 10.7638
O, 5.0582, 1.203, 14.884
O, 6.2653, 7.2676, 13.6895
O, 8.1595, 6.638, 17.7827
O, -0.5813, 7.61, 14.217
O, 3.8799, 9.4337, 16.8073
O, 6.2597, 17.8505, 11.0072
O, 5.9182, 11.7946, 12.3474
O, 4.2603, 3.0041, 12.9666
O, 5.0271, 5.1941, 14.8733
O, 10.2562, 3.4283, 12.352
O, 9.426, 1.169, 12.9847
O, -3.3426, 4.6423, 15.5492
O, 1.0858, 11.9544, 12.2233
O, 9.0899, -5.5414, 7.7672
O, -1.914, -0.0724, 17.7894
O, 5.5401, -1.5067, 12.3013
O, 8.0618, -1.6694, 13.2
O, 10.0305, 5.4993, 10.6882
O, 9.1996, 2.2135, 16.4643
O, 4.0894, 7.4963, 14.8868
O, 5.6625, 3.8499, 10.7586
O, 16.835, 18.7838, 16.8774
O, 0.5339, 5.439, 12.9825
O, 0.059, 13.4484, 14.8282
O, 1.8324, 7.5711, 12.5618
O, 0.1264, 0.1331, 16.2154
O, 7.3756, 4.6397, 19.9155
O, 10.5202, -1.1446, 12.9033
O, 5.777, 5.4919, 17.4505
O, 0.8802, 13.1337, 17.3816
O, 5.7774, 9.566, 14.8242
O, 6.6949, 3.8446, 13.1901

Results
free energy: -37616.982 eV
free energy less fixed offsets of N -289.75, O -463.61, Si -117.95 eV per atom: -0.332 eV
pressure: -0.48 GPa
stress xx, yy, zz, yz, xz, xy (GPa, positive in tension): -0.27, -0.12, 1.82, -0.33, -0.94, -1.88

Forces (eV/angstrom), in the order of the atoms: element, x, y, z
Si, -1.7243, 0.9774, -2.3469
Si, -0.8928, 1.2205, -1.3457
Si, 1.0809, -0.121, -0.3461
Si, 1.3744, -0.4738, -1.2743
Si, 0.8111, -1.1472, -1.5426
Si, 0.9976, 1.4414, -2.9298
Si, 0.0704, -1.327, 1.3984
Si, -1.6964, 1.1213, -0.629
Si, -0.6362, 1.3166, -0.4288
Si, 1.3839, 1.3496, -0.9745
Si, -0.5899, -0.029, -1.123
Si, -1.3399, 0.933, -0.0114
Si, -1.2025, -0.7617, -0.4808
Si, -0.0712, -0.9724, -0.7038
Si, 0.969, -0.3111, -1.8526
Si, 0.7681, 0.5716, 1.2753
Si, -0.1523, -0.214, 0.9571
Si, 0.7933, -1.1378, -0.0049
Si, 0.0224, 0.5379, 0.2646
Si, 0.3275, 0.6292, -0.411
Si, -0.7428, -0.5293, -0.9089
Si, -0.871, -1.5841, -1.0297
Si, 0.0536, 0.0221, 1.4679
Si, -0.8579, 0.2133, 1.0524
Si, -0.0107, -0.5529, -0.1335
Si, -0.76, 0.7951, 0.6937
Si, -0.8423, 0.1577, -0.5855
Si, 2.2922, -0.0988, -0.215
Si, 0.1242, -0.8729, 1.0719
Si, -0.0178, 1.7515, 0.8872
Si, -0.7731, -0.3947, -0.1181
Si, -0.3282, 0.3503, -0.6829
Si, 0.247, 0.6114, 1.8428
Si, 0.0704, -0.126, -0.6449
Si, 0.2286, -0.5035, -0.0889
Si, -0.4854, 0.2112, 1.2467
Si, 0.931, -1.0075, 1.1208
Si, 1.1024, 1.4151, -0.8479
Si, 0.3243, 1.2464, 0.3011
Si, -0.4483, 0.4022, 0.1803
Si, -1.2862, 0.7697, -1.1624
Si, 0.0516, -0.5143, -0.5254
Si, 0.6779, -0.0219, 1.111
Si, -0.5844, 0.2489, 0.2236
Si, 0.2755, 0.2825, 1.048
Si, -0.2689, -0.7823, -0.4041
Si, -0.1866, -0.4889, -1.0215
Si, 0.7941, -0.4363, -0.0652
Si, 0.7771, 1.561, -0.1313
Si, 0.3716, -0.2523, 0.7932
Si, -0.757, 0.2529, 0.9661
Si, 0.2402, 0.414, -0.83
Si, 1.5288, 0.8083, 0.3027
Si, -0.9315, -0.2065, -1.3042
Si, 0.4531, -0.5318, 0.1336
Si, -0.2852, -2.328, -0.7287
Si, 0.0479, 0.4916, -1.3039
Si, 2.3191, -1.3497, -1.2692
Si, 0.1102, -0.1769, -1.7362
Si, 0.3797, 2.1046, 1.5278
Si, -0.7533, 0.2039, -0.3933
Si, -1.6801, 1.806, -0.346
Si, -0.6116, -1.4076, 0.514
Si, -3.0005, 1.8132, 0.3136
Si, -0.6797, -1.0856, 2.4389
Si, -1.5479, 0.2926, 2.7003
Si, 0.0424, 0.4056, 0.1868
Si, 0.3213, -1.6589, 0.2283
Si, 0.071, -0.3575, 0.3026
Si, -0.0823, 0.8067, -1.5025
Si, 0.6074, -0.1575, 1.3125
Si, 0.8602, -1.0475, -0.4522
Si, -0.1098, 0.2651, 1.5526
Si, -1.9519, 1.2119, 1.1574
Si, 1.466, -0.6919, -1.4287
Si, 1.0063, -1.5835, -0.4547
Si, -0.5237, -0.4781, -0.2355
Si, -0.2749, -1.075, 0.1076
Si, 0.2386, 0.8265, 1.4986
Si, -1.0037, -0.3813, 1.351
Si, 0.7187, 1.543, 1.4659
Si, -2.2015, -1.6313, -0.7561
Si, -0.9875, -1.3698, 0.5456
Si, 0.4387, 0.8368, 2.387
Si, -0.1712, -0.9472, -3.4661
Si, 0.473, 0.2036, -0.3409
Si, 0.0858, -1.8392, -0.9251
Si, 0.5548, 0.3925, -1.0391
O, 1.4402, -0.315, 1.6712
O, -0.035, -0.8359, 1.7799
O, 1.1889, 1.3875, -0.5193
O, -1.3682, -0.2458, -0.1745
O, 0.6948, -0.6952, 0.4586
O, 0.3224, -0.5351, -1.1298
O, -0.2678, -1.4602, 1.0163
O, -0.7112, 0.1688, 2.2044
O, 0.7276, 0.6183, 1.1434
O, -0.0249, 0.8055, 2.4715
O, 0.9297, 1.5982, 1.6526
O, -1.244, 0.9833, 1.1251
O, -0.5287, -0.9544, 0.2556
O, -0.5211, 0.2758, 1.0893
O, 0.4041, 0.27, 0.0312
O, -1.206, 0.4103, 0.0666
O, -0.7775, -0.7332, 1.7586
O, 0.6788, -0.9643, -0.6866
N, 2.2472, 1.322, -1.876
O, 0.2625, 0.5965, 0.1054
N, 1.0723, 0.0417, 0.8406
O, 0.2826, -0.4067, -0.2105
N, -0.2676, 0.4867, -1.3108
N, -0.6778, -0.2419, 1.7591
O, 0.9004, -0.7841, 0.6796
O, 0.2389, -0.1399, 0.4629
N, 0.4295, -1.125, -2.6688
N, -0.5245, -1.7119, 0.1297
O, 1.2179, 0.0759, 0.7725
O, 0.0193, 0.5666, -1.7727
O, 1.7269, 1.1162, -0.4415
O, 1.0981, 1.0808, -0.6126
O, 0.3639, -0.2622, -0.7174
O, -0.4633, 0.4334, 0.4876
O, -0.3627, -0.3065, -1.2643
O, -0.4376, 0.5925, -0.9139
O, 0.1897, -2.1227, -0.2471
O, -0.3227, 0.6821, -1.0743
O, -0.0617, -0.2947, -0.8448
O, 0.3954, 0.3505, 0.4381
O, -0.6871, -0.7792, -0.4551
O, 0.3832, 0.0306, 0.3996
O, 0.7259, -0.884, -0.385
O, -0.5288, 0.9205, 0.5881
O, -0.7286, 0.5253, -1.5825
O, -0.7414, -1.0865, 0.3939
O, -0.0731, -0.5694, 0.1855
O, 0.4294, -1.1914, 0.5116
O, -0.0312, 1.4889, 0.3334
O, 1.1057, 0.0678, -0.5974
O, -0.3101, 1.6608, -0.8969
O, 0.4651, 0.7539, 0.8145
O, 0.2859, -0.2771, -1.5485
O, -1.7428, 0.146, 1.8332
O, 0.1628, 0.3361, -0.3403
O, -1.0202, 0.1096, 0.339
O, 0.0889, 0.3942, 0.2267
O, 1.0905, -0.1297, -0.9634
O, -0.3653, -0.5305, 1.5412
O, 0.2193, -0.845, 0.5373
O, -0.315, 0.275, -1.3032

The program warned: the forces do not sum to zero within the program's tolerance.
